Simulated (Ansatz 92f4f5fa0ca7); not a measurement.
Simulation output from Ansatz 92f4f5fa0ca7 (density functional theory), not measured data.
Periodic cell of 442 atoms, Si288O154, from a study of silicon, its oxide and their interface. The atomic structure is a simulated model.
Doubt: the cutoff is far below the 930 eV that the study's wrapper takes by default for these files, so forces and energies are approximate.

Settings: functional PBE; potential files Ansatz PAW; basis plane waves; wave-function cutoff 580 eV; density cutoff ratio 5; exchange-correlation grid ratio 1; k mesh 1 x 1 x 1, Gamma-centred; self-consistency stop 5e-08 eV per atom in the density residual; occupations fixed; spin none; net charge 0.

Cell vectors (angstrom)
a 15.4687 0 0
b 0 15.4687 0
c 7.2768 1.9955 33.1932

Atoms and the computed forces on them: element, x, y, z (angstrom), force x, y, z (eV/angstrom)
Si 7.1175 2.3226 24.202 -0.0163 0.0598 -0.18
Si 7.3074 5.4504 24.2525 -0.0147 -0.0119 -0.2337
Si 7.3022 10.0469 24.2013 -0.0042 0.0772 0.0244
Si 7.2633 -2.2911 24.2607 -0.0407 -0.0611 -0.112
Si 11.0207 2.4534 24.4033 0.0396 -0.001 -0.3633
Si 11.2019 5.5688 24.413 0.0097 0.0036 -0.4691
Si 11.0166 10.2189 24.2531 0.1226 -0.1573 -0.1125
Si 11.3334 -2.1269 24.335 0.0006 0.0627 -0.2236
Si 14.8302 2.501 24.2657 -0.0577 0.0771 -0.4403
Si 15.1066 5.6446 24.4573 0.0235 0.0259 -0.462
Si 15.1372 10.1625 24.3024 -0.0195 0.07 -0.1507
Si 15.2687 -2.215 24.3754 0.1156 -0.0156 -0.2086
Si 3.3091 2.8345 24.4037 -0.0973 -0.6315 -0.0235
Si 3.3838 5.2514 24.4908 -0.0441 0.6133 0.0236
Si 3.3441 9.9608 24.3784 0.0023 0.0695 -0.1977
Si 3.3903 -2.4255 24.4394 0.029 0.0919 -0.2209
Si 9.0698 2.0677 25.6432 -0.1487 0.0436 -0.1767
Si 9.2052 5.8485 25.6409 -0.0733 -0.084 -0.0399
Si 9.1787 9.8172 25.6608 -0.0994 0.0424 -0.1408
Si 9.2579 -1.8301 25.5379 0.0013 -0.1745 -0.1881
Si 12.9932 2.0669 25.6717 -0.0246 0.0126 -0.0376
Si 13.1181 5.8993 25.7299 0.071 -0.0678 -0.0895
Si 13.0794 9.7799 25.5038 -0.0705 0.1169 -0.3019
Si 13.2358 -1.8545 25.6566 0.1257 -0.1092 -0.1384
Si 16.8558 2.0589 25.5768 -0.1065 0.0866 -0.0687
Si 16.993 5.7925 25.8154 -0.0124 -0.0414 0.0563
Si 16.9443 9.7932 25.7886 -0.0524 -0.0765 -0.1616
Si 17.0272 -2.0301 25.8791 0.0957 0.0608 -0.1155
Si 5.2265 2.0729 25.6087 0.0598 0.0792 -0.0258
Si 5.3644 5.7736 25.6583 0.1941 -0.0563 -0.1843
Si 5.3646 9.7167 25.6138 0.0456 0.0068 -0.3644
Si 5.3703 -1.9756 25.6556 -0.0057 -0.0397 -0.1525
Si 9.1602 3.9558 27.0733 0.0158 0.0114 0.1266
Si 9.1953 7.8238 26.9644 0.0432 0.0239 -0.0076
Si 9.2221 11.7359 27.0255 0.0193 0.0702 0.1004
Si 9.1765 0.0852 26.9376 0.0532 0.0244 0.054
Si 13.0574 3.958 27.0986 0.0209 0.0227 0.1337
Si 13.077 7.8788 26.9737 -0.0119 0.0673 0.019
Si 13.1287 11.6631 27.0189 0.016 -0.0571 -0.0113
Si 13.1047 0.0892 26.9878 -0.0488 0.0908 0.0015
Si 16.8788 3.87 27.1401 -0.0251 -0.051 0.1215
Si 16.9553 7.7956 27.0508 -0.0111 0.0446 0.0487
Si 16.9705 11.6046 27.253 -0.0046 -0.0881 0.2971
Si 16.9553 0.0719 26.964 0.0129 0.1032 -0.0269
Si 5.3588 3.9034 27.1023 -0.0542 0.0145 0.0781
Si 5.3699 7.7678 26.9635 -0.0585 -0.0082 -0.0071
Si 5.3633 11.6148 27.0738 -0.0001 -0.0749 0.0773
Si 5.3055 0.0588 26.9249 0.0289 -0.0159 -0.0732
Si 7.2677 3.9312 28.4757 0.0133 0.0254 -0.0598
Si 7.2828 7.8001 28.3664 -0.0061 0.0091 0.0229
Si 7.3037 11.6726 28.4262 -0.0069 0.0438 -0.0777
Si 7.2477 0.0612 28.3308 0.008 0.0343 0.0061
Si 11.1101 3.9443 28.4368 -0.0026 -0.0301 -0.0797
Si 11.1359 7.8301 28.3479 0.0045 -0.0106 0.061
Si 11.1686 11.6868 28.3919 -0.0167 0.0233 -0.0965
Si 11.1331 0.0733 28.3306 -0.0294 -0.0191 0.0677
Si 14.9671 3.9223 28.496 0.0089 -0.0034 -0.1056
Si 14.9969 7.8146 28.3858 0.0168 -0.0227 -0.014
Si 14.9879 11.6433 28.4895 0.0061 -0.0327 -0.0554
Si 15.0281 0.0795 28.3698 0.0075 -0.0107 -0.0059
Si 3.3971 3.9044 28.4409 -0.0043 -0.0274 -0.0539
Si 3.4433 7.7896 28.3822 -0.021 0.0072 -0.0144
Si 3.4711 11.6328 28.5021 -0.0254 0.0013 -0.0497
Si 3.4108 0.0697 28.3567 -0.0335 -0.0219 0.0225
Si 7.2745 1.9647 29.7749 0.0272 0.0252 -0.0529
Si 7.2771 5.8892 29.7847 -0.0215 -0.0255 -0.0382
Si 7.2836 9.7223 29.7711 -0.0016 0.0125 -0.0601
Si 7.272 -1.8478 29.7642 -0.0433 -0.0414 -0.0284
Si 11.1382 1.9832 29.7661 0.0428 0.0357 -0.0766
Si 11.1403 5.9002 29.7668 -0.0059 -0.0122 -0.0672
Si 11.141 9.7411 29.7626 0.0125 0.0209 -0.0775
Si 11.1481 -1.8441 29.7577 -0.0291 -0.0261 -0.0582
Si 15.0054 1.9712 29.799 0.0339 0.0322 -0.0428
Si 15.0028 5.8912 29.786 -0.0288 -0.026 -0.026
Si 15.0051 9.7045 29.8034 0.0012 0.0409 0.0034
Si 15.0077 -1.848 29.7757 -0.0246 -0.0215 -0.0055
Si 3.4138 1.9701 29.7831 0.0453 0.0379 -0.0417
Si 3.4115 5.8627 29.7726 -0.0247 -0.0163 -0.0293
Si 3.4239 9.6888 29.8019 0.032 0.0087 0.0007
Si 3.4183 13.6167 29.7741 -0.0183 -0.0145 0.0104
Si 1.935 -0.0019 3.4048 0.0021 -0.0268 0.0612
Si 1.9376 3.8565 3.4122 -0.0258 0.0013 0.0105
Si 1.9452 7.7847 3.4234 0.0523 -0.0411 0.0089
Si 1.9334 -3.9042 3.4319 0.0022 0.046 0.0304
Si 5.7969 -0.0104 3.3896 -0.0195 -0.0023 0.0443
Si 5.7998 3.8548 3.4044 -0.0286 0.0172 0.0016
Si 5.7965 7.7794 3.4296 0.0024 -0.0669 0.0022
Si 5.7932 -3.9348 3.4186 0.0067 0.0621 0.0116
Si 9.6703 0.0177 3.392 -0.0272 -0.0273 0.0506
Si 9.6733 3.862 3.4149 -0.0007 0.015 0.0175
Si 9.6611 7.762 3.4246 -0.0104 -0.0396 0.0237
Si 9.6673 -3.9187 3.4199 0.041 0.0381 0.0113
Si -1.9332 0.0047 3.4004 -0.0003 -0.0067 0.08
Si -1.9319 3.8608 3.4223 -0.0051 0.0284 0.0126
Si -1.9348 7.7939 3.4309 -0.0067 -0.0499 0.025
Si -1.934 -3.9074 3.4334 0.0209 0.0508 0.059
Si 1.9389 1.918 4.7861 -0.0136 -0.0022 -0.03
Si 1.9756 5.8271 4.7126 -0.0286 0.0517 0.0289
Si 1.9609 9.6734 4.8983 -0.033 0.0226 0.0598
Si 1.9231 -1.9498 4.7439 -0.0112 0.0067 0.0574
Si 5.8142 1.9109 4.7589 -0.0218 -0.0369 0.0086
Si 5.8011 5.8167 4.7153 0.0156 0.0343 0.0641
Si 5.7732 9.6603 4.9123 0.0016 0.056 0.0943
Si 5.7706 -1.9742 4.6911 0.0175 -0.0792 0.0792
Si 9.6924 1.93 4.7902 -0.0019 -0.0147 -0.0297
Si 9.6703 5.8153 4.7456 0.0175 0.02 0.0477
Si 9.6257 9.6496 4.8798 0.0242 0.0659 0.0742
Si 9.6696 -1.9435 4.6851 0.0108 -0.0072 0.0857
Si -1.9306 1.9162 4.7973 0.03 -0.0378 -0.0387
Si -1.9255 5.8383 4.7272 -0.016 0.0015 0.0338
Si -1.9381 9.6792 4.9195 -0.004 0.0418 0.0497
Si -1.9368 -1.9422 4.7325 0.0114 -0.0438 0.0535
Si 0.006 1.9193 6.156 -0.0063 -0.1038 0.0574
Si 0.0401 5.8895 6.0284 0.0785 0.0437 -0.2605
Si 0.0421 9.6927 6.3164 -0.0318 -0.0613 0.0112
Si -0.0137 -1.9389 6.1055 0.0381 0.1312 -0.0545
Si 3.8897 1.9011 6.1237 -0.0237 -0.0334 0.0377
Si 3.8937 5.8237 6.0937 0.008 0.0325 -0.1815
Si 3.86 9.6806 6.3864 -0.0181 -0.0647 0.0654
Si 3.864 -2.0067 6.0828 -0.0944 0.0391 -0.0586
Si 7.7447 1.9062 6.1192 0.0024 -0.0591 0.0613
Si 7.717 5.8001 6.0755 -0.0371 0.03 -0.2282
Si 7.6975 9.658 6.3296 0.0439 -0.0144 0.0616
Si 7.7188 -1.9978 5.9844 0.0036 -0.0126 -0.1027
Si -3.8504 1.9192 6.1802 -0.0316 -0.0378 0.0442
Si -3.8534 5.833 6.0939 -0.0069 0.1064 -0.1401
Si -3.9254 9.6705 6.2998 0.0653 -0.0563 0.0005
Si -3.8839 -1.9166 6.0577 -0.0271 -0.0471 -0.0781
Si 0.026 -0.0443 7.5479 -0.12 0.0035 0.0866
Si 0.0534 3.9706 7.3052 -0.0706 -0.0795 0.1795
Si 0.0544 7.6588 7.5977 0.0077 0.0435 0.1259
Si 0.0473 -3.7555 7.6226 -0.1239 0.0011 -0.0631
Si 3.8907 -0.0824 7.4259 0.0229 -0.0986 -0.0126
Si 3.9462 3.878 7.391 -0.0187 -0.0626 0.144
Si 3.8589 7.6139 7.6531 0.0283 0.0284 0.2133
Si 3.818 -3.7466 7.7346 0.1078 0.1101 -0.0689
Si 7.7489 -0.1154 7.355 -0.0433 -0.0252 -0.0137
Si 7.7339 3.8781 7.4079 0.0245 -0.1147 0.17
Si 7.6924 7.5969 7.5933 -0.0179 0.0433 0.1314
Si 7.6691 -3.7372 7.5824 -0.0536 0.0143 -0.1449
Si -3.8796 -0.0578 7.5202 0.1436 -0.0739 -0.0293
Si -3.8273 3.9192 7.4353 0.0535 -0.0364 0.2115
Si -3.8749 7.6552 7.6273 -0.0055 0.0408 0.2411
Si -3.9958 -3.7486 7.5389 -0.0812 0.0752 -0.0553
Si 2.0134 -0.6127 8.7463 0.0377 0.8218 0.1079
Si 1.9864 4.0832 8.6266 0.0475 0.0171 0.3202
Si 1.9312 7.1454 9.0105 0.0526 -0.0923 0.3482
Si 1.8859 -2.9888 8.9733 -0.0884 -0.6191 0.4564
Si 5.8431 -0.5894 8.6539 0.1298 0.3699 0.1858
Si 5.837 4.0448 8.8032 -0.0175 0.1067 0.356
Si 5.7904 7.1546 8.985 -0.038 -0.0365 0.2079
Si 5.7933 -3.0116 8.8721 -0.0262 -0.1312 0.0788
Si -5.8439 -0.6565 8.6801 -0.1917 0.2932 0.2036
Si -5.7941 4.0928 8.7064 0.0127 0.0245 0.3129
Si -5.8588 7.1607 8.9049 0.0524 -0.0896 0.2505
Si -5.9234 -3.1131 8.8623 0.2501 -0.1081 0.024
Si -1.9511 -0.3777 8.893 0.0554 -0.1392 0.5234
Si -1.83 4.2702 8.66 0.0476 -0.0593 0.1886
Si -1.8685 7.3197 8.923 -0.0677 -0.1701 0.2185
Si -2.0131 -3.4713 8.76 -0.1428 0.0662 0.5213
Si 9.2104 1.9955 31.1445 -0.0136 -0.1472 -0.0354
Si 9.2104 5.8627 31.1445 0.0331 0.1383 0.0019
Si 9.2104 9.7299 31.1445 0.0283 -0.0107 -0.0477
Si 9.2104 -1.8716 31.1445 0.0206 0.0974 -0.1666
Si 13.0776 1.9955 31.1445 -0.1364 -0.1519 0.0509
Si 13.0776 5.8627 31.1445 -0.0978 0.1129 0.0215
Si 13.0776 9.7299 31.1445 -0.1432 -0.099 0.0617
Si 13.0776 -1.8716 31.1445 -0.0286 0.166 -0.0509
Si 1.4761 1.9955 31.1445 0.0292 -0.0982 0.0587
Si 1.4761 5.8627 31.1445 0.014 0.1122 -0.022
Si 1.4761 9.7299 31.1445 0.0396 -0.1035 0.0901
Si 1.4761 13.597 31.1445 0.0328 0.0595 -0.076
Si 5.3433 1.9955 31.1445 0.0201 -0.1208 0.0493
Si 5.3433 5.8627 31.1445 -0.0114 0.0722 0.0258
Si 5.3433 9.7299 31.1445 0.1587 -0.1001 0.1077
Si 5.3433 13.597 31.1445 0.041 0.161 -0.0017
Si 9.2104 3.9291 32.5117 0.0125 0.0079 -0.0313
Si 9.2104 7.7963 32.5117 0.0308 0.0113 0.0301
Si 9.2104 -3.8052 32.5117 -0.0098 -0.0234 -0.0301
Si 9.2104 0.062 32.5117 0.0259 -0.0303 0.0339
Si 13.0776 3.9291 32.5117 -0.0224 0.013 -0.033
Si 13.0776 7.7963 32.5117 -0.0729 0.0124 0.0363
Si 13.0776 -3.8052 32.5117 -0.0233 -0.0022 -0.0314
Si 13.0776 0.062 32.5117 -0.0555 -0.0256 0.0378
Si 1.4761 3.9291 32.5117 0.005 -0.0047 -0.0157
Si 1.4761 7.7963 32.5117 0.0058 0.0418 0.0389
Si 1.4761 11.6635 32.5117 0.0152 0.0005 -0.0234
Si 1.4761 0.062 32.5117 0.0049 -0.0343 0.033
Si 5.3433 3.9291 32.5117 0.0252 0.0122 -0.0228
Si 5.3433 7.7963 32.5117 0.0288 0.0435 0.0351
Si 5.3433 11.6635 32.5117 -0.0061 -0.0274 -0.0234
Si 5.3433 0.062 32.5117 0.0255 -0.0395 0.0385
Si 0 1.9336 0.6857 -0.0055 -0.003 -0.0241
Si 0 5.8008 0.6857 -0.0171 -0.0362 0.0459
Si 0 -5.8008 0.6857 0.0042 0.0215 -0.0595
Si 0 -1.9336 0.6857 -0.0124 0.0252 0.0257
Si 3.8672 1.9336 0.6857 -0.0093 -0.0093 -0.0345
Si 3.8672 5.8008 0.6857 0.0055 -0.0209 0.0425
Si 3.8672 -5.8008 0.6857 -0.0118 0.0168 -0.0677
Si 3.8672 -1.9336 0.6857 0.0188 0.0152 0.0289
Si 7.7343 1.9336 0.6857 -0.0261 -0.0064 -0.0348
Si 7.7343 5.8008 0.6857 -0.0172 -0.0171 0.0254
Si 7.7343 -5.8008 0.6857 0.0252 0.0158 -0.0688
Si 7.7343 -1.9336 0.6857 0.001 0.0235 0.0168
Si -3.8672 1.9336 0.6857 0.0198 -0.0005 -0.0328
Si -3.8672 5.8008 0.6857 0.0217 -0.0142 0.0415
Si -3.8672 9.6679 0.6857 0.0095 0.0156 -0.0627
Si -3.8672 -1.9336 0.6857 0.0017 0.02 0.0244
Si 0 0 2.053 0.0399 0.0345 -0.1317
Si 0 3.8672 2.053 0.0205 -0.0489 -0.0203
Si 0 7.7343 2.053 0.0193 0.2561 0.1119
Si 0 -3.8672 2.053 -0.0009 -0.2472 0.0995
Si 3.8672 0 2.053 -0.063 0.0411 -0.211
Si 3.8672 3.8672 2.053 -0.0203 -0.0812 -0.1259
Si 3.8672 7.7343 2.053 0.0278 0.2636 -0.0257
Si 3.8672 -3.8672 2.053 -0.0673 -0.2447 0.0072
Si 7.7343 0 2.053 0.011 0.0398 -0.2037
Si 7.7343 3.8672 2.053 0.0415 -0.0422 -0.0599
Si 7.7343 7.7343 2.053 -0.0547 0.2148 0.0416
Si 7.7343 -3.8672 2.053 -0.0266 -0.2562 0.0282
Si -3.8672 0 2.053 0.0275 0.046 -0.1952
Si -3.8672 3.8672 2.053 0.0538 -0.0343 -0.0385
Si -3.8672 7.7343 2.053 -0.015 0.2556 0.0817
Si -3.8672 11.6015 2.053 0.0172 -0.2765 0.0512
Si 6.2526 1.6288 10.9286 -0.1507 -0.1448 0.0737
Si 1.4808 -3.973 12.0967 -0.1181 -0.0016 0.3233
Si 3.9316 -1.5 17.6642 -0.0424 0.0259 -0.1076
Si -4.4698 0.8643 13.2275 0.0381 -0.1214 0.2904
Si 4.0194 2.0559 13.0459 0.0473 0.1497 0.2947
Si 13.1721 10.8786 16.1055 0.0613 0.0319 -0.0089
Si 6.0969 -3.4909 11.1893 -0.0083 0.0848 -0.1048
Si 13.0649 -0.029 16.9452 0.0802 0.0036 0.0329
Si 9.1206 1.7168 15.2479 0.0355 -0.0405 0.0589
Si 2.3407 7.7523 17.378 0.0708 -0.091 -0.0831
Si -5.4526 8.8562 11.5348 0.02 0.0906 0.1672
Si 11.3889 2.4384 17.0014 -0.0027 -0.0431 0.0686
Si -1.2978 1.9232 10.831 -0.106 0.0651 -0.0293
Si 13.2825 6.3323 17.6446 -0.0171 -0.0429 0.0091
Si -2.3717 9.5946 10.939 0.1563 0.191 -0.0095
Si 1.6752 6.5866 14.4682 0.0754 -0.1446 0.1288
Si 3.0474 -0.2097 14.9393 -0.0215 -0.002 0.0906
Si 1.8313 1.6804 10.7954 0.0413 0.1886 0.1194
Si 0.0877 0.5776 15.4785 0.0218 -0.0482 0.1125
Si -1.8703 2.3766 13.8048 0.0068 -0.1152 0.3785
Si 9.3409 1.6529 10.8256 0.1143 -0.0131 0.0121
Si 5.549 -3.6653 16.0948 -0.0645 0.1055 -0.0074
Si 2.2018 8.4967 11.9522 0.0122 0.0733 0.2416
Si 9.182 -3.6554 11.1784 -0.1631 0.1474 -0.1228
Si 4.1122 -2.8186 13.4321 0.0825 0.0878 0.0763
Si -0.6917 4.8714 15.3263 0.1102 -0.0584 0.123
Si 6.4102 7.2768 14.2301 -0.0763 -0.2634 0.166
Si 10.7896 9.4652 21.2503 0.1445 0.1527 -0.3587
Si 15.343 8.2786 19.2189 -0.1042 0.1396 -0.3267
Si 16.7236 2.9641 16.9731 -0.0283 -0.0186 -0.0252
Si 2.3691 1.822 21.5956 -0.0715 0.101 -0.3339
Si -1.4388 -4.0279 13.1169 -0.0148 0.1786 0.1521
Si 11.0232 -2.252 16.0108 0.1161 0.0893 0.0552
Si 6.85 7.7221 22.1486 0.0209 -0.0641 -0.0273
Si 3.6513 7.5748 22.3749 -0.0637 -0.0038 -0.1157
Si 4.2325 3.2896 16.7543 -0.0056 0.1301 -0.0294
Si 9.6196 7.1999 14.274 -0.0781 -0.1849 0.2
Si 14.7162 11.2059 18.7356 0.0104 0.085 -0.0343
Si 8.1853 -2.7968 17.4475 0.0127 -0.0317 0.0157
Si 12.0444 -3.6817 19.9736 0.0221 -0.0058 -0.0466
Si 5.3924 8.8557 11.7262 0.0108 0.2061 0.079
Si -5.4522 4.4884 15.4345 -0.0668 0.0343 0.1
Si 12.0734 -1.0701 21.4485 -0.0097 -0.1726 -0.4432
Si 14.9531 7.9347 22.2619 -0.2081 -0.194 -0.0114
Si 12.9571 4.6885 20.2105 -0.1488 -0.0912 -0.1489
Si 6.8106 1.9346 17.0487 0.0531 0.1103 -0.1002
Si 5.2375 8.7373 16.8479 -0.0323 -0.1135 0.0122
Si 11.2155 8.4597 16.7247 0.0259 -0.0198 0.0604
Si 7.3652 -0.0211 22.0713 0.1254 0.0643 0.017
Si 8.2163 4.7022 17.9282 0.0372 -0.0895 0.0285
Si 14.9152 2.3957 21.29 0.0893 0.0753 -0.3031
Si 10.1948 1.0658 21.6507 0.0731 0.1202 -0.3278
Si 10.3582 3.3525 19.7534 0.069 0.099 -0.2788
Si 12.178 7.1162 21.8525 0.0256 -0.1364 -0.2472
Si 3.4927 6.2643 19.7754 0.0874 -0.3285 -0.3339
Si 16.8115 -2.1717 19.4648 -0.1565 0.0198 -0.1924
Si 14.345 -0.2554 19.7657 -0.0371 -0.0901 -0.3087
Si 4.449 4.9378 14.3475 0.0796 -0.0092 0.1213
Si 1.7805 -1.1947 22.2439 -0.0919 -0.1045 -0.1468
Si -4.0466 -2.167 12.9524 0.1261 0.0421 0.1273
Si 2.9225 3.4787 19.3701 0.0123 0.101 -0.1028
Si 6.4226 7.02 19.2147 -0.1273 -0.203 -0.2931
Si 9.7635 10.4198 18.7277 0.1332 0.0726 0.0144
Si 6.6385 -0.5008 19.0013 -0.0393 -0.0681 -0.3127
O 2.0874 2.8887 9.744 0.0162 -0.1155 -0.0812
O 3.6206 -1.3888 13.9959 0.0272 -0.016 -0.0707
O 15.7395 4.0986 16.3875 -0.0145 -0.006 -0.0265
O 1.9565 5.5316 9.4557 -0.0188 0.0946 -0.592
O 1.8796 7.8472 10.5034 -0.065 -0.0825 -0.3876
O 1.7566 -3.3741 10.6083 0.0505 0.2994 -0.6988
O 1.3764 -5.5827 12.0147 -0.0299 -0.0637 -0.1004
O 5.8279 2.9338 10.0322 -0.0398 0.1054 -0.1827
O -1.5471 -4.4085 14.6859 0.028 -0.0184 -0.1227
O -3.8582 -0.5606 12.7217 0.0027 0.0488 -0.0695
O 5.7703 8.0495 10.3701 0.0545 -0.1377 -0.2119
O 3.8055 8.7558 12.0561 0.0333 -0.0544 0.0267
O 9.5131 0.1934 10.1168 0.055 -0.2119 -0.2142
O 9.2645 3.249 14.6592 0.0079 0.0041 0.0127
O 9.6526 5.5777 9.4865 0.0051 0.1998 -0.6401
O 14.3642 7.3052 18.3643 0.0825 0.0814 0.1222
O -3.3422 1.685 14.1068 0.0097 0.057 -0.1272
O -1.9853 0.5402 10.2902 -0.015 -0.0676 -0.3273
O -1.5755 3.064 9.7261 -0.0363 -0.0083 0.1149
O -1.8809 5.7312 9.487 0.0051 0.097 -0.6293
O 9.2181 4.3285 19.1513 0.0466 -0.0202 0.0878
O -1.6981 8.2606 10.2861 -0.0289 -0.0705 -0.2036
O -1.6777 -5.4435 12.3416 -0.0884 -0.1842 -0.1806
O 5.0559 -2.6069 12.108 0.0494 -0.0073 -0.0687
O 4.8171 4.5422 15.893 -0.0503 -0.0033 0.0024
O -4.9887 1.7642 11.9848 -0.1216 0.0627 -0.2428
O 15.7035 -0.9967 19.2903 0.036 0.0403 0.0877
O -5.7944 0.6201 14.1791 0.0336 0.0498 -0.0941
O 3.0142 5.684 14.2999 -0.1156 0.0546 -0.0233
O 12.0354 -3.4683 16.3513 -0.0643 0.0277 -0.0042
O 2.636 -1.8157 18.5708 0.005 -0.0033 0.0681
O 2.6836 1.9935 12.135 -0.2382 -0.0739 -0.3136
O 4.1576 3.6861 18.3262 -0.0856 -0.0227 0.0537
O 14.3936 11.0579 17.1573 0.0187 -0.0017 -0.0128
O 4.4476 -2.9016 17.0188 0.0339 -0.0715 0.0123
O 14.4498 1.8364 22.7638 0.0266 0.0312 0.5142
O -0.6283 1.4295 14.2884 -0.0299 0.0775 -0.1628
O 3.1145 -1.4047 23.1587 0.1298 -0.1091 0.1499
O 1.8916 0.2794 21.5775 0.0098 -0.0875 0.0497
O 16.0366 1.513 16.7322 -0.0085 0.0223 0.0138
O 3.6108 8.7204 17.0392 -0.0087 0.0422 0.0118
O 3.1062 7.4525 20.8262 -0.019 0.1702 0.3617
O 13.0971 6.0701 21.0272 0.0216 0.1411 0.188
O 11.7825 -0.8624 16.4031 -0.0531 -0.0813 -0.0205
O 8.0038 7.0678 14.4793 0.0413 0.0648 -0.0394
O 9.19 -5.2115 11.7237 0.023 -0.0151 -0.0331
O 14.9725 4.1097 23.8374 0.0269 -0.1439 0.424
O 9.6224 2.2638 20.7022 -0.0029 -0.1628 0.2663
O 14.6717 9.7423 19.4146 -0.0093 -0.1604 0.0963
O 5.2388 2.0193 16.6391 -0.0035 -0.0421 -0.0008
O 8.9871 0.0326 21.9578 -0.0445 -0.1275 0.0933
O 7.6595 -1.7116 18.5579 -0.0313 0.0737 0.065
O 8.4572 11.2236 18.1824 -0.0417 -0.0061 -0.0074
O 14.1155 3.6956 20.7346 0.0649 -0.0761 0.1174
O 7.0734 0.867 18.2325 0.0171 -0.1111 0.1638
O 14.7059 1.2789 20.1294 0.0063 0.075 0.149
O 11.0291 11.4571 18.7476 -0.0188 -0.0056 0.0116
O -3.9305 9.2769 11.1985 0.0301 -0.0383 -0.0079
O 5.814 -5.0618 11.507 -0.0095 -0.0902 -0.0479
O 3.0831 8.9178 23.1051 0.0253 -0.013 0.1615
O 11.2672 6.4762 23.0295 -0.0062 -0.0361 0.3086
O 6.9113 1.3541 22.8536 0.0325 0.0763 0.2259
O 2.8923 4.8295 20.288 -0.0091 0.1098 0.0135
O 3.2861 2.1587 22.882 0.1391 0.2163 0.2413
O 11.173 4.0112 23.8438 -0.0471 -0.0602 0.5071
O 15.3627 6.6205 23.1426 -0.0019 -0.0439 0.1954
O 10.8864 1.6017 23.0084 0.0081 0.0341 0.2165
O 11.7501 -1.1779 23.0357 -0.121 -0.1064 0.3311
O 5.118 6.1721 19.6965 -0.0447 0.0538 0.1061
O 3.3914 11.5133 23.7456 -0.004 0.0062 0.5359
O 13.5509 -3.3682 19.4489 -0.0639 -0.0599 0.0333
O 3.2541 2.1594 20.2617 -0.0749 -0.1029 0.2152
O 15.8655 -1.2612 23.133 -0.2188 -0.1236 0.1329
O 9.3957 8.0734 10.2606 -0.0115 -0.076 -0.1857
O 10.5398 9.4398 22.8566 0.0135 0.118 0.3599
O 16.502 2.7662 21.4848 0.0382 0.0365 0.0455
O 7.2966 3.4103 17.5508 0.007 -0.0306 0.0286
O -2.5925 -2.9024 12.7909 -0.0156 -0.0217 -0.061
O 11.2007 7.9381 20.8318 0.0289 -0.0651 0.1423
O 14.4128 -0.4264 16.0912 0.0245 -0.0148 -0.0683
O 6.984 -1.3315 22.9519 0.0286 -0.0064 0.0861
O 7.2382 3.8929 23.6223 -0.0144 0.0378 0.5084
O 9.0644 5.1212 16.6047 0.0237 -0.0187 -0.041
O 7.4145 9.0958 22.8409 0.0199 0.0255 0.1074
O 7.2963 11.6235 23.6343 0.0061 0.0294 0.4898
O 11.4607 4.1737 20.6139 0.015 -0.0162 0.0551
O 11.3442 0.2507 20.8333 -0.0823 0.0994 0.1423
O 11.2539 2.6414 18.5978 -0.0306 0.0023 0.0709
O 13.8303 5.8744 16.1829 -0.0189 0.0414 -0.0558
O 10.1864 9.1721 17.7731 -0.04 -0.0005 0.0193
O 7.1648 7.6353 20.5386 0.0859 0.1083 0.332
O -4.7216 -2.3593 14.416 -0.0539 -0.0584 -0.0228
O 5.0367 -3.5902 14.5431 0.0099 -0.0606 0.0343
O 13.0757 5.016 18.6065 0.0249 0.051 0.0487
O 11.161 -3.6721 23.7503 0.0338 0.0142 0.3584
O 15.5223 9.2957 22.9445 0.018 0.0465 0.1787
O 1.7555 -2.2999 21.0359 0.0097 0.1116 0.2969
O 0.0495 -3.443 12.7283 0.0932 -0.0065 -0.12
O 16.7024 8.4872 18.3234 -0.0487 0.0174 0.1101
O -2.1904 -4.5907 9.9571 0.1132 0.0299 -0.1146
O 15.1017 -3.7402 23.7143 -0.018 -0.0085 0.544
O 2.7138 2.9725 16.2253 0.0319 -0.0154 0.0251
O 12.0373 10.4966 20.9669 -0.0455 -0.1341 0.1125
O 5.2565 7.7171 22.3959 -0.0182 -0.0032 0.0322
O 3.5061 -0.4514 16.4853 0.0581 -0.0128 0.0331
O 1.69 7.6476 13.2449 -0.0047 0.124 -0.2457
O -1.6408 3.8449 14.4816 -0.0453 -0.0457 -0.1144
O 5.9978 0.2521 10.0917 -0.0475 -0.2062 -0.2009
O 7.5882 1.4292 15.6931 -0.0147 0.0188 -0.0086
O 2.2441 0.2235 10.1934 -0.0079 -0.3737 -0.2738
O 3.2328 6.1833 23.1138 0.0085 -0.2009 0.0688
O 13.2942 -0.3357 18.5189 0.026 -0.0036 0.1547
O 7.0288 -2.9834 16.2986 -0.002 -0.0042 -0.0561
O 5.9781 8.2286 18.21 0.044 0.0352 0.0983
O 16.169 -3.5741 18.9402 0.0674 0.0012 0.0413
O 5.6794 10.2591 16.5513 0.0393 0.0762 -0.0071
O 11.366 3.8638 16.1689 -0.1034 -0.0026 -0.0871
O 5.8122 5.5611 9.5253 0.0008 0.1269 -0.5624
O 2.7467 -3.6292 13.0702 -0.068 -0.06 -0.0848
O -1.9784 -1.9528 9.4939 0.0261 -0.0244 -0.693
O 3.7156 1.1589 14.3691 0.0208 0.0176 -0.0959
O 5.669 5.8744 13.806 0.046 0.1039 -0.0229
O 13.3233 8.1342 22.4132 0.0917 0.1005 0.1235
O 12.7599 1.5799 16.7683 -0.0702 0.0414 -0.0194
O 1.6822 7.2613 15.9667 -0.0177 0.0776 -0.0489
O 5.1028 -0.8687 18.5959 0.0761 0.0406 0.1128
O -5.5216 7.8978 12.8455 -0.0093 0.1356 -0.2017
O 6.2353 8.3251 13.008 0.0226 0.108 -0.1878
O 9.5358 9.8976 20.2744 0.002 -0.0273 0.1426
O 7.6645 -3.0947 11.5623 0.0966 -0.0877 -0.1202
O 9.6394 2.906 9.8399 0.0395 0.0062 -0.1361
O -1.9104 2.5155 12.2009 -0.0116 -0.0546 -0.2759
O 13.6555 -0.9507 21.0747 0.0174 -0.056 0.2408
O 11.4522 -2.3814 20.7192 0.003 0.1477 0.1573
O 10.0438 1.6065 16.5926 -0.0174 0.0002 -0.0138
O -5.1824 5.6922 14.3685 0.0358 0.0554 -0.0621
O 2.8917 6.4933 18.2668 -0.019 0.054 0.1324
O 7.4744 6.417 22.9129 -0.0611 -0.0393 0.1607
O 0.2582 1.6405 11.1469 0.044 -0.0265 -0.0278
O 5.6832 7.7971 15.5945 0.0181 0.0382 -0.064
O 15.5429 7.7295 20.7438 -0.0045 -0.0491 0.2882
O 12.4561 9.4205 16.2634 -0.0225 0.0002 -0.0096
O 11.8657 7.119 17.403 0.0052 0.0265 0.0447
O 6.6959 -0.2115 20.6011 0.0078 0.0716 0.1978
O -5.1726 8.1038 15.4382 -0.0391 0.0242 -0.1203
O 1.5097 3.2611 18.5553 0.1094 -0.0076 0.082
O -5.1081 -2.7802 11.8875 -0.0488 -0.0568 -0.0165
O 1.4015 -0.1804 14.8738 -0.0197 -0.0239 -0.019
O 0.2968 5.7112 14.3265 -0.0096 0.0181 -0.0259
O 7.8129 1.7614 11.3921 0.0325 0.0032 0.028
O 4.3388 3.5974 13.4526 -0.0275 -0.1577 -0.1389
O 5.3329 1.5168 12.2663 0.2064 -0.0398 -0.2432
O 7.3713 5.9945 18.3902 -0.0439 0.1253 0.0727
O 9.5834 -2.3062 16.7644 -0.0564 0.0304 -0.0217

Results
free energy: -270674.395 eV
free energy less fixed offsets of O -568.88, Si -635.61 eV per atom: -11.195 eV

The program warned: the cutoff lies below the one the program advises for these potential files; the exchange-correlation potential is rough where the density is thin.
